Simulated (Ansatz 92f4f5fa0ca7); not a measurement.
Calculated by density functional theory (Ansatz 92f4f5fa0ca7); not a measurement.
Periodic cell of 288 atoms, Si196O92, from a study of silicon, its oxide and their interface. The atomic structure is a simulated model.
Doubt: the cutoff is far below the 930 eV that the study's wrapper takes by default for these files, so forces and energies are approximate.
This geometry differs little from another in the collection (a relaxation step or a small displacement).

Settings
functional: PBE
potential files: Ansatz PAW
basis: plane waves
wave-function cutoff: 580 eV
density cutoff ratio: 5
exchange-correlation grid ratio: 1
k mesh: 1 x 1 x 1, Gamma-centred
self-consistency stop: 5e-08 eV per atom in the density residual
occupations: fixed
spin: none
net charge: 0

Cell vectors (angstrom)
a 11.6015 0 0
b 0 10.938 0
c 0 0 40.3083

Atoms: element, x, y, z (angstrom)
Si 0 0 0.9665
Si 3.8672 0 0.9665
Si 7.7343 0 0.9665
Si 1.9336 1.3673 0.9665
Si 5.8008 1.3673 0.9665
Si 9.6679 1.3673 0.9665
Si 0 5.469 0.9665
Si 3.8672 5.469 0.9665
Si 7.7343 5.469 0.9665
Si 1.9336 6.8362 0.9665
Si 5.8008 6.8362 0.9665
Si 9.6679 6.8362 0.9665
Si 1.9336 2.7345 39.3412
Si 5.8008 2.7345 39.3412
Si 9.6679 2.7345 39.3412
Si 0 4.1018 39.3412
Si 3.8672 4.1018 39.3412
Si 7.7343 4.1018 39.3412
Si 1.9336 8.2035 39.3412
Si 5.8008 8.2035 39.3412
Si 9.6679 8.2035 39.3412
Si 0 9.5708 39.3412
Si 3.8672 9.5708 39.3412
Si 7.7343 9.5708 39.3412
Si 0 0 4.8337
Si 3.8672 0 4.8337
Si 7.7343 0 4.8337
Si 1.9336 1.3673 4.8337
Si 5.8008 1.3673 4.8337
Si 9.6679 1.3673 4.8337
Si 0 5.469 4.8337
Si 3.8672 5.469 4.8337
Si 7.7343 5.469 4.8337
Si 1.9336 6.8362 4.8337
Si 5.8008 6.8362 4.8337
Si 9.6679 6.8362 4.8337
Si 1.9336 2.7345 2.9001
Si 5.8008 2.7345 2.9001
Si 9.6679 2.7345 2.9001
Si 0 4.1018 2.9001
Si 3.8672 4.1018 2.9001
Si 7.7343 4.1018 2.9001
Si 1.9336 8.2035 2.9001
Si 5.8008 8.2035 2.9001
Si 9.6679 8.2035 2.9001
Si 0 9.5708 2.9001
Si 3.8672 9.5708 2.9001
Si 7.7343 9.5708 2.9001
Si 0.3929 -0.0089 29.67
Si 3.9858 0.1689 30.0207
Si 7.9088 0.0622 29.5895
Si 2.1216 1.594 29.9135
Si 5.8862 1.3361 29.3754
Si 9.9169 1.2609 29.9053
Si 0.0459 5.4169 29.9996
Si 3.9809 5.6385 29.5351
Si 7.7907 5.9221 29.2303
Si 1.9647 6.7715 29.9293
Si 5.7308 7.1878 29.4148
Si 9.86 6.941 29.7387
Si 2.0439 2.8562 31.8288
Si 5.9251 2.8149 31.3358
Si 9.7067 2.7726 31.7049
Si 0.0436 4.0771 31.8692
Si 3.9934 4.1711 31.4683
Si 7.8217 4.2615 31.2779
Si 2.0338 8.246 31.7621
Si 5.8629 8.3001 31.5449
Si 9.7585 8.3053 31.6513
Si 0.1366 9.6191 31.6362
Si 3.945 9.6338 31.8292
Si 7.7988 9.6372 31.5517
Si 0.0496 0.0714 33.5492
Si 3.9702 0.0909 33.6715
Si 7.7632 0.0352 33.5112
Si 2.0132 1.3938 33.6528
Si 5.8852 1.4651 33.4064
Si 9.6768 1.396 33.6023
Si 0.0382 5.5489 33.6649
Si 3.9698 5.4895 33.4673
Si 7.8003 5.4872 33.3846
Si 2.0214 6.8266 33.6161
Si 5.882 6.866 33.4544
Si 9.7029 6.8914 33.548
Si 1.9803 2.7844 35.527
Si 5.8577 2.7514 35.424
Si 9.6794 2.7631 35.5072
Si 0.0223 4.1064 35.5173
Si 3.9326 4.1271 35.4369
Si 7.7648 4.1519 35.4058
Si 1.9846 8.2337 35.5007
Si 5.8547 8.1883 35.4463
Si 9.6804 8.2335 35.4849
Si 0.0292 9.5857 35.4595
Si 3.94 9.5724 35.5145
Si 7.7486 9.5972 35.4541
Si 0 0 37.4077
Si 3.8672 0 37.4077
Si 7.7343 0 37.4077
Si 1.9336 1.3673 37.4077
Si 5.8008 1.3673 37.4077
Si 9.6679 1.3673 37.4077
Si 0 5.469 37.4077
Si 3.8672 5.469 37.4077
Si 7.7343 5.469 37.4077
Si 1.9336 6.8362 37.4077
Si 5.8008 6.8362 37.4077
Si 9.6679 6.8362 37.4077
Si 1.893 2.7137 6.7696
Si 5.7595 2.7003 6.806
Si 9.6129 2.7138 6.7681
Si -0.049 4.0741 6.7545
Si 3.8301 4.0746 6.7619
Si 7.6826 4.0752 6.7509
Si 1.8974 8.1865 6.7557
Si 5.763 8.1922 6.7686
Si 9.6121 8.1943 6.7683
Si -0.0382 9.5455 6.7586
Si 3.8267 9.5558 6.7707
Si 7.6844 9.5641 6.7686
Si -0.0695 -0.0211 8.6796
Si 3.8118 -0.034 8.7178
Si 7.6545 -0.06 8.7403
Si 1.8777 1.3403 8.7043
Si 5.726 1.3181 8.767
Si 9.5961 1.2983 8.6712
Si -0.091 5.4578 8.6627
Si 3.8198 5.443 8.6849
Si 7.6496 5.3939 8.7015
Si 1.8655 6.7828 8.6575
Si 5.7413 6.7932 8.6805
Si 9.5687 6.7915 8.6788
Si 1.8601 2.8255 10.5502
Si 5.6506 2.5781 10.7917
Si 9.6132 2.6185 10.6077
Si -0.1258 4.0981 10.5824
Si 3.8382 4.1284 10.6491
Si 7.6237 3.8808 10.5509
Si 1.8219 8.2532 10.487
Si 5.6924 8.06 10.6673
Si 9.5602 8.095 10.6422
Si -0.1422 9.5404 10.5976
Si 3.7865 9.5081 10.6357
Si 7.6087 9.4744 10.6693
Si -0.0574 -0.0198 12.5298
Si 3.533 -0.1112 12.5996
Si 7.59 -0.0655 12.6226
Si 1.7758 1.4464 12.423
Si 5.5189 1.1319 12.8246
Si 9.5533 1.257 12.5716
Si -0.0123 5.4827 12.5079
Si 3.6921 5.528 12.5994
Si 7.6581 5.1063 12.5041
Si 1.82 6.9325 12.3779
Si 5.8472 6.6445 12.632
Si 9.4949 6.6187 12.55
O 8.691 6.0864 17.3622
O 13.2767 7.7193 13.8428
O -6.1702 29.0302 23.9794
O 9.1208 7.618 13.8398
O 5.6255 3.5359 16.3904
O 10.7637 8.9312 20.3319
O 12.0041 4.5689 13.8462
O 0.1877 20.9579 18.0953
O 3.0391 9.9792 13.9755
O 1.7562 2.2696 13.8822
O 1.8418 4.6119 26.7555
O 3.6093 12.3507 25.6073
O 3.7449 10.0305 28.7924
O 11.7117 15.3732 28.6562
O 8.2128 11.0734 25.6116
O -0.8406 25.3835 24.0265
O 30.7045 1.9444 15.5511
O 13.3339 17.9336 21.2661
O 0.1009 7.4177 17.7157
O 8.1025 -0.7675 28.144
O 17.1733 16.1836 18.4911
O 7.5492 16.7299 22.9936
O 10.864 7.1335 22.2432
O 5.1795 -0.5975 26.5238
Si 22.106 -24.964 26.8571
Si 30.3889 5.0621 21.5986
Si 29.084 -8.8938 15.8067
Si 15.9765 3.9603 22.1887
Si 23.4439 -4.9952 18.4124
Si 12.1836 -7.5082 23.2465
Si 19.7463 9.7493 22.4685
Si 7.4339 28.896 16.9411
Si 14.9792 5.0628 26.446
Si 16.6796 11.9686 26.2989
Si 5.8781 6.6581 19.2808
Si 12.658 19.6799 17.5682
Si 22.4241 21.1968 19.3769
Si -0.6526 8.7628 21.9596
Si 20.9306 3.2803 24.7321
Si 38.0327 -8.2523 19.5574
Si 0.3538 6.1446 21.4913
Si 0.3115 12.924 20.6094
Si 19.3707 19.3179 14.3753
Si 8.0691 0.2286 19.7513
Si 24.7266 8.7849 27.4951
Si -6.4221 0.493 18.4497
Si -2.5131 3.1432 20.0272
Si 8.4745 3.0331 14.7937
Si 20.1025 5.8553 26.1465
Si -1.1443 1.9106 27.2189
Si 24.9714 3.8246 14.3694
Si -6.2673 26.9203 16.874
Si 3.9038 17.5904 23.9032
Si 9.0064 10.3471 26.7886
Si 1.6447 20.1681 14.4494
Si 15.9471 31.1825 27.4777
Si 3.6331 19.7612 19.432
Si 25.4142 8.3773 22.0073
Si 12.7747 3.5633 27.7927
Si -2.2242 4.6113 17.3501
Si -9.0004 -6.3993 17.1936
Si 7.0363 7.0778 23.8476
Si -8.233 2.7452 24.6539
Si 7.5104 22.8936 24.4596
O 10.3644 -3.0007 28.4896
O 20.1028 4.2607 21.0662
O 21.0809 2.5762 26.1641
O 16.9282 19.0339 28.0324
O 8.5453 15.568 25.1058
O 26.4895 14.312 18.0896
O 15.7281 13.6326 23.2039
O 12.4628 9.2315 22.423
O 13.8824 13.7064 28.7051
O 0.4124 19.1953 26.4105
O -12.2545 -6.0767 17.6064
O 24.8913 13.1246 19.7662
O 8.3608 2.2903 23.8801
O 4.1063 5.2118 27.9027
O 15.7004 3.8944 25.5713
O 23.8949 4.833 22.4008
O 12.1993 24.057 22.2008
O 8.7438 25.5085 18.5003
O 6.7765 7.618 18.3064
O -1.5531 6.377 26.3433
O 6.3526 6.0778 16.128
O 3.1133 20.1805 20.9396
O 18.3363 -21.5065 18.8687
O 14.7597 4.5282 13.8337
O 13.3778 5.4653 18.2246
O 15.4352 16.2793 22.9039
O 24.7482 9.0831 16.0594
O 15.9539 -9.4331 19.4415
O 14.6405 18.8513 23.329
O 8.3948 23.5842 20.374
O 10.7136 3.0113 20.1717
O -3.7458 -0.928 20.8857
O -0.1798 -10.4671 20.3542
O 6.7171 28.1409 20.6022
O 17.7236 -9.421 25.138
O 9.2389 14.8614 15.8986
O 13.4018 -18.7437 24.3088
O 5.4571 12.663 27.7674
O -2.2583 10.6914 18.8336
O 11.9863 -8.5523 26.9827
O -4.099 8.3879 23.0307
O 15.172 -7.2402 20.7925
O 13.3365 3.8703 15.9948
O 9.8655 2.3781 28.6579
O 21.9558 11.2258 27.1038
O 15.3961 5.445 16.5337
O 16.8394 11.911 16.8703
O 32.9821 20.5623 22.7169
O -0.1874 -5.1058 19.9842
O 6.3667 -3.1942 13.7914
O 7.3647 32.8576 23.1821
O 25.5629 8.4821 18.4933
O 19.1995 -3.9574 25.3805
O 17.5628 -6.9233 21.8339
O 9.5973 2.2258 13.9309
O 21.0621 30.7881 26.2145
O 12.5036 -0.8837 28.3334
O -3.7794 8.2725 15.9977
O 13.4062 -3.3876 28.495
O 26.1441 -1.9584 26.6851
O 7.8049 9.9595 14.0042
O 11.9123 10.0237 13.9026
O 3.3782 6.3458 25.4327
O 4.4732 9.9798 18.6563
O 7.8763 5.4458 27.6167
O 5.227 -9.0881 14.3145
O 16.1318 7.476 19.6486
O 7.6242 4.0339 13.8012

Results
free energy: -176916.131 eV
free energy less fixed offsets of O -568.88, Si -635.61 eV per atom: 0.389 eV

Forces (eV/angstrom), in the order of the atoms: element, x, y, z
Si 0.0034 0.0427 -0.0053
Si -0.0121 0.0133 0.0065
Si 0.0087 0.0552 -0.0118
Si 0.002 -0.0095 0.0171
Si -0.0051 -0.0927 0.0087
Si 0.0022 -0.0184 0.0119
Si 0.0059 0.0024 0.0062
Si -0.0074 0.0599 -0.0134
Si 0.0019 0.0717 -0.0199
Si -0.0097 -0.0113 0.0075
Si -0.0028 -0.0588 -0.0079
Si 0.0112 -0.0326 0.0026
Si 0.015 -0.0327 0.0399
Si 0.0067 0.1063 -0.0464
Si 0.0125 -0.0105 0.0222
Si 0.0097 0.0293 0.0362
Si -0.0008 -0.0708 -0.0114
Si 0.0231 -0.1084 -0.0385
Si 0.0181 -0.0112 0.0194
Si 0.0077 0.0826 -0.0321
Si 0.0084 0.0209 -0.0008
Si 0.0083 -0.0352 0.0108
Si 0.0115 0.0308 0.0476
Si 0.0141 -0.0591 -0.0073
Si -0.0428 -0.0253 0.0028
Si -0.0198 -0.0178 0.0467
Si -0.0432 0.0361 0.0304
Si -0.0297 -0.0875 -0.0252
Si -0.0405 -0.1088 0.1468
Si -0.0478 -0.0963 -0.039
Si -0.0427 -0.0441 -0.0073
Si -0.0119 -0.0415 0.0254
Si -0.0597 0.0002 -0.0153
Si -0.0193 -0.1032 -0.0918
Si -0.0349 -0.0784 -0.0134
Si -0.0445 -0.0581 0.0008
Si -0.0177 0.0154 -0.0061
Si -0.0187 0.0912 0.0134
Si -0.0011 0.0195 -0.0017
Si -0.0167 -0.0004 -0.0052
Si -0.0139 -0.0358 -0.0007
Si -0.0076 -0.0389 -0.0067
Si -0.0101 0.0024 -0.0196
Si -0.0177 0.0397 -0.0054
Si -0.0102 0.0199 -0.0112
Si -0.0123 -0.0282 -0.0014
Si -0.0147 -0.0242 0.0143
Si -0.0145 -0.0519 0.0132
Si 0.0337 -0.0093 0.011
Si 0.0149 -0.0188 0.0082
Si 0.0419 0.0264 0.0454
Si -0.0126 0.0084 0.0155
Si -0.0176 -0.009 0.0429
Si -0.0376 0.0039 0.0164
Si -0.0058 -0.0085 0.0178
Si -0.0006 -0.0099 0.0245
Si -0.0015 0.0083 0.0282
Si 0.0041 0.016 0.0445
Si 0.0033 -0.0068 0.013
Si -0.002 0.0071 0.0053
Si 0.0033 -0.0032 -0.0048
Si 0.0244 0.0149 -0.0229
Si 0.029 0.003 -0.0093
Si -0.0161 -0.0026 -0.0047
Si -0.0182 -0.0123 -0.0262
Si -0.0269 -0.0093 -0.0086
Si 0.0133 -0.0037 -0.0229
Si 0.0214 0.0019 -0.0157
Si 0.0146 0.0021 -0.0201
Si -0.0107 -0.0035 -0.0098
Si -0.0234 0.0039 -0.0152
Si -0.0285 -0.0007 -0.0179
Si 0.0085 0.0034 0.0063
Si -0.0061 0.0021 0.0144
Si -0.0055 0.0156 0.0105
Si -0.0047 0.0008 -0.0053
Si 0.0111 -0.0141 0.0031
Si -0.0027 -0.0031 -0.0028
Si 0.0112 -0.0004 -0.0053
Si 0.0107 0.0181 0.0156
Si 0.0117 0.0073 -0.0065
Si -0.0131 -0.0035 0.0082
Si -0.0088 -0.0077 0.0006
Si -0.0016 -0.0115 0.0138
Si -0.0014 -0.0033 0.0048
Si -0.0013 0.0055 0.0074
Si 0.0032 0.0058 0.0043
Si -0.0034 0.0046 0.001
Si -0.0052 0.0027 0.0046
Si -0.0001 -0.0051 0.0068
Si 0.0045 -0.0071 0.003
Si -0.0015 0.0037 0.009
Si 0.002 -0.0011 0.0037
Si -0.001 0.0031 0.0071
Si -0.0036 0.0006 0.0021
Si -0.0037 -0.0062 0.0076
Si 0.0225 0.071 -0.0795
Si 0.1014 0.0747 0.2661
Si -0.0247 0.0921 -0.0432
Si 0.0575 0.0245 0.1562
Si 0.081 0.0483 -0.2904
Si -0.0418 0.0086 0.122
Si -0.0081 0.1343 0.2623
Si 0.1036 0.089 -0.1824
Si -0.0004 0.1122 -0.267
Si 0.0359 0.0381 0.0918
Si 0.0643 -0.0527 -0.0898
Si -0.0077 0.043 0.0085
Si 0.0007 -0.0027 -0.0064
Si 0.0007 -0.002 -0.007
Si 0.0023 -0.0023 -0.0049
Si 0.0023 0.0022 -0.0032
Si -0.001 -0.0011 -0.0022
Si 0.0003 0.0011 -0.0043
Si 0.0013 -0.0048 -0.0009
Si 0.0013 0.0007 -0.0031
Si 0.0008 0.0001 -0.0035
Si 0.0006 0.0028 -0.009
Si 0.0026 0.0021 -0.0089
Si 0.0008 0.0035 -0.0036
Si -0.0022 0.0053 -0.0016
Si 0.0025 0.0087 -0.0014
Si 0.0029 0.002 -0.0095
Si 0.0024 -0.0015 -0.0109
Si -0.0005 -0.0048 -0.0081
Si -0.0006 -0.0043 -0.007
Si 0.0044 0.006 -0.0027
Si 0.003 0.0074 -0.0038
Si 0.0012 0.0032 -0.0051
Si -0.0038 -0.0005 -0.0093
Si -0.0017 -0.0067 -0.0016
Si 0.0005 -0.0058 -0.0017
Si -0.0025 0.0053 0.0193
Si -0.0011 0.0046 0.0174
Si 0.0021 0.0024 0.01
Si 0.0025 0.0017 0.0092
Si 0.0091 0.0008 0.0109
Si 0.0034 -0.0062 0.0094
Si 0.0046 0.005 0.013
Si 0.005 -0.0011 0.0053
Si 0.0017 0 0.0058
Si 0.0016 -0.0023 0.0111
Si -0.0117 -0.0021 0.0128
Si -0.0046 -0.0062 0.0163
Si 0.0076 -0.0018 -0.0074
Si -0.0106 -0.001 -0.0132
Si -0.0063 0.0157 -0.0108
Si 0.003 -0.0027 -0.0105
Si 0.0105 0.0017 -0.0194
Si -0.005 -0.0018 -0.0107
Si 0.0152 -0.0108 -0.0094
Si -0.0168 -0.0044 -0.0077
Si -0.0043 0.0117 -0.0103
Si 0.0013 0.0087 -0.0061
Si 0.0081 -0.0032 -0.0173
Si -0.0126 -0.0011 -0.0134
O 0.0056 -0.0046 -0.0063
O 0.001 -0.0076 -0.0043
O 0.0144 -0.0025 0.0021
O -0.0056 0.0057 0.0033
O -0.0021 0.017 -0.0041
O 0.0008 -0.0009 0.0011
O 0.0144 -0.0064 0.0021
O -0.007 0.0029 -0.0028
O -0.0132 -0.0148 0.0094
O 0.0015 0.0078 -0.0013
O 0.0061 0.0023 -0.0004
O -0.0057 0.0067 0.005
O -0.0131 -0.0042 0.0045
O 0.003 -0.0191 -0.0122
O -0.0169 0.02 -0.0115
O 0.0093 -0.0006 0.0019
O 0.0034 0.0079 -0.0069
O -0.0009 0.0027 0.0016
O -0.0038 -0.0043 -0.0084
O 0.0015 -0.0303 -0.0439
O 0.0023 0.0042 -0.0025
O -0.0136 0.002 0.0026
O 0.0011 0.0001 0.0038
O 0.0068 0.018 0.001
Si 0.0156 0.0168 -0.0017
Si 0.0028 0.0041 0.0046
Si -0.0022 -0.0046 -0.0094
Si 0.006 -0.0016 -0.006
Si 0.0053 -0.0023 0.0114
Si 0.0003 -0.0025 -0.0066
Si -0.0176 -0.0032 0.0035
Si 0.0021 0.0093 0.0085
Si 0.0044 0.0042 0.0168
Si 0.0005 -0.0045 0.0095
Si 0.0009 -0.0002 0.0068
Si 0.0087 0.0049 0.0016
Si 0.0051 -0.0005 0.0031
Si -0.0009 -0.0017 -0.0035
Si -0.0044 -0.0078 -0.0125
Si 0.0033 0.0049 0.0033
Si 0.001 -0.0046 -0.0038
Si 0.0049 -0.0007 -0.0025
Si -0.0019 0.0131 -0.0027
Si -0.0023 0.0032 0.0033
Si -0.0085 0.0136 -0.0102
Si 0.0011 0.0083 -0.0039
Si -0.0034 0.0017 -0.0001
Si 0.0008 -0.0115 -0.0025
Si 0.0134 -0.0042 0.0183
Si 0.0231 0.0021 0.0055
Si -0.0022 0.0009 0.0021
Si 0.0009 -0.013 0.0127
Si 0.0043 0.0013 -0.0033
Si 0.0013 -0.014 0.0083
Si 0.0024 0.0224 -0.0026
Si 0.0106 -0.0208 -0.0005
Si -0.006 -0.0054 0.0013
Si 0.0076 -0.0021 -0.0005
Si 0.0044 -0.0066 0.0043
Si -0.0028 -0.0099 0.0037
Si -0.0038 -0.0056 0.0028
Si -0.0095 -0.0017 -0.0178
Si 0.0076 -0.002 -0.0105
Si 0.0002 -0.0084 -0.0035
O -0.0004 -0.006 -0.0032
O -0.0032 0.0012 0.0039
O -0.0059 0.006 -0.0088
O -0.0145 0.027 -0.0134
O -0.0001 -0.0033 0.0055
O 0.002 -0.0046 0.0002
O 0.0034 0.0054 -0.0044
O 0.0001 0.0018 0.0028
O -0.0085 0.0159 -0.0163
O -0.0045 -0.0006 0.0052
O 0.0009 0.0016 -0.0095
O -0.0035 0.0008 -0.0013
O 0.0009 0.001 0.0062
O -0.0082 -0.0075 -0.0331
O 0.0017 -0.0099 0
O -0.0015 0.0032 -0.0005
O 0.0036 -0.0009 -0.0006
O 0.005 0.0001 -0.0031
O -0.0013 0.0004 -0.0029
O -0.026 -0.0185 0.0021
O 0.0036 0.0045 -0.0055
O 0.0007 0.0007 -0.0002
O 0.004 -0.002 -0.0017
O -0.0069 -0.0008 -0.0025
O -0.0036 0.0041 -0.0046
O 0.0055 -0.0055 -0.0012
O -0.0031 -0.0068 0.0092
O -0.0037 0.001 -0.0014
O -0.0027 0.0001 -0.0006
O 0.0012 0 -0.0015
O 0.0003 -0.0008 -0.0023
O -0.0012 -0.0025 0.0087
O 0.0007 0.0023 -0.0006
O 0.0007 -0.0032 0.0019
O 0.0084 0.0019 0.0006
O 0.0045 0.0135 0.0086
O -0.0081 0.0021 0.0033
O -0.0033 0.0101 -0.0453
O -0.0015 0.0008 -0.0075
O -0.0199 -0.0098 0.0078
O 0.007 0.0095 0.0018
O 0.0003 -0.0032 0.0004
O 0.0074 0.0069 0.0104
O 0.0059 0.0023 -0.0123
O -0.0047 0.0024 0.0102
O 0.0041 0.0005 -0.0063
O -0.0024 -0.0093 0.011
O -0.0031 -0.0008 0.0039
O 0.0025 0.0009 0.0013
O 0.0154 0.0118 0.0028
O 0.0102 -0.0239 -0.0057
O 0.0105 0.0053 0.0025
O -0.0024 -0.0004 -0.0005
O -0.0131 0.0027 0.0034
O -0.014 0.0173 0.0088
O -0.0066 0.0014 0.0088
O 0.0149 -0.0214 -0.0119
O 0.0001 -0.0103 0.0112
O -0.0021 0.0045 -0.0231
O -0.0058 -0.0029 0.0015
O 0.0054 -0.0235 0.003
O 0.0114 -0.0121 0.0045
O -0.0004 0.0064 -0.0037
O -0.0015 -0.0005 -0.0037
O 0.0135 -0.0004 -0.0479
O 0.0072 0.0079 0.0238
O 0.0006 0.0024 -0.0048
O 0.0093 -0.0224 0.0144

The program warned: the cutoff lies below the one the program advises for these potential files; the exchange-correlation potential is rough where the density is thin.
